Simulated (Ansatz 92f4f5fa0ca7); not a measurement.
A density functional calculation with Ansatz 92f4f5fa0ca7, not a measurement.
Periodic cell of 220 atoms, Si132O88, from a study of silicon, its oxide and their interface. The atomic structure is a simulated model.

Settings: functional r2SCAN; potential files Ansatz norm-conserving; basis plane waves; wave-function cutoff 1300 eV; density cutoff ratio 4; exchange-correlation grid ratio 1; k mesh 2 x 2 x 1, shifted by 0.5 0.5 0.5 of a step; self-consistency stop 5e-08 eV per atom in the density residual; occupations Fermi-Dirac, 0.05 eV; spin none; net charge 0.

Cell vectors (angstrom)
a	10.888	0	0
b	0	10.888	0
c	0	0	31.9804

Atoms: element, x, y, z (angstrom)
Si	0.6239	-0.4274	0.0421
Si	2.8883	2.7618	0.3721
Si	1.0359	5.1472	-0.2232
Si	2.3744	8.6858	0.1288
Si	4.9665	0.4838	0.0827
Si	7.7298	3.1418	-0.1764
Si	5.5203	5.3576	0.1172
Si	8.3652	8.0936	-0.1254
Si	1.3776	1.3337	1.4476
Si	4.2013	4.1632	1.6338
Si	1.5712	6.8243	1.3473
Si	4.0071	9.709	1.4383
Si	6.7755	1.4472	1.2081
Si	9.4003	3.9871	1.2835
Si	6.8497	6.9038	1.2839
Si	9.6859	9.4929	1.2367
Si	-0.0894	2.6865	2.7007
Si	2.7038	0.0605	2.8995
Si	0.0385	8.0815	2.6812
Si	2.8018	5.5424	2.8601
Si	5.5668	2.7169	2.8189
Si	8.214	0.0226	2.5255
Si	5.4552	8.2567	2.6404
Si	8.1924	5.5013	2.669
Si	1.3274	4.0988	4.04
Si	4.1328	1.4006	4.1657
Si	1.3473	9.4766	4.109
Si	4.1719	6.9023	4.1323
Si	6.8981	4.1194	4.1092
Si	9.4888	1.327	4.0598
Si	6.8447	9.5864	3.9846
Si	9.545	6.8015	4.0782
Si	-0.0253	-0.0228	5.4229
Si	2.7048	2.7618	5.4348
Si	-0.0033	5.4334	5.4526
Si	2.748	8.1852	5.489
Si	5.4893	-0.003	5.4544
Si	8.2007	2.7199	5.4677
Si	5.492	5.4678	5.4444
Si	8.1671	8.1926	5.3875
Si	1.3519	1.3538	6.7745
Si	4.0749	4.1186	6.7772
Si	1.3691	6.7952	6.8098
Si	4.1081	9.5424	6.8384
Si	6.815	1.3709	6.8215
Si	9.5493	4.0722	6.8392
Si	6.8315	6.8275	6.7961
Si	9.5065	9.5297	6.7858
Si	0.0097	2.6871	8.1801
Si	2.7045	0.009	8.1702
Si	-0.017	8.1735	8.1383
Si	2.7261	5.4352	8.1729
Si	5.4086	2.7343	8.1398
Si	8.1579	-0.0204	8.1702
Si	5.4549	8.1459	8.1816
Si	8.1604	5.4488	8.1723
Si	1.3696	4.0589	9.5242
Si	4.0645	1.3725	9.523
Si	1.3398	9.5084	9.5261
Si	4.0839	6.7823	9.5399
Si	6.7582	4.0846	9.5124
Si	9.5199	1.32	9.5306
Si	6.8042	9.5063	9.5444
Si	9.5072	6.8402	9.5145
Si	-0.0366	-0.0543	10.9165
Si	2.7148	2.7084	10.9186
Si	-0.0067	5.4681	10.8092
Si	2.7071	8.1342	10.8775
Si	5.4105	-0.0273	10.8588
Si	8.0998	2.6728	10.8248
Si	5.4219	5.4287	10.9353
Si	8.1478	8.1566	10.9439
Si	1.3355	1.314	12.237
Si	4.0657	4.0596	12.3123
Si	1.3521	6.7596	12.2334
Si	4.0632	9.4968	12.2312
Si	6.7666	1.2966	12.2286
Si	9.4495	4.1181	12.0577
Si	6.7648	6.8048	12.3141
Si	9.4966	9.4971	12.3464
Si	-1.6276	1.7037	14.7426
Si	2.6685	-0.0793	13.605
Si	-0.0076	8.0796	13.6436
Si	2.6786	5.4031	13.6671
Si	5.3909	2.6171	13.6196
Si	8.088	-0.033	13.6902
Si	5.3881	8.1626	13.686
Si	8.1237	5.3546	13.5601
Si	1.0448	4.157	14.8335
Si	4.2131	1.0421	14.9493
Si	1.5617	9.2342	14.9682
Si	3.7834	7.0246	14.9919
Si	6.9735	3.7726	14.8865
Si	10.7866	2.7682	13.3688
Si	6.4798	9.7442	15.0661
Si	9.7675	6.3957	14.8472
Si	2.7349	2.7696	17.0586
Si	14.0446	1.3364	27.9137
Si	-6.7687	7.2604	29.9649
Si	9.0266	-4.2563	17.7963
Si	9.4165	3.3855	29.2178
Si	21.5363	10.9004	16.8932
Si	12.6805	-7.9994	23.5178
Si	6.8285	16.2382	19.3049
Si	4.9722	-5.874	17.0313
Si	6.1667	3.3681	24.6318
Si	1.5293	-5.4388	21.6871
Si	-8.7087	-2.702	22.3747
Si	3.1677	10.909	23.0718
Si	-14.2325	-3.319	21.3191
Si	11.5754	12.8873	19.0514
Si	14.528	8.6467	24.8455
Si	-10.7614	-3.2161	27.2727
Si	9.9239	1.1958	21.4297
Si	14.3978	3.7053	26.0552
Si	0.6294	-9.6861	29.3425
Si	-2.8844	-1.4764	17.7378
Si	-0.7071	6.3642	29.8551
Si	-11.3671	1.3146	24.4133
Si	18.5074	10.5103	20.4707
Si	-4.5926	-1.393	29.9394
Si	-2.6522	13.2589	26.4615
Si	6.1616	0.8001	22.7802
Si	18.1238	5.6749	23.5274
Si	-4.4814	-1.3783	24.8931
Si	0.8925	-0.1585	26.7434
Si	6.0709	-10.6162	27.4748
Si	13.8693	-4.2399	27.0796
Si	-2.458	3.9695	21.2264
Si	-2.1104	-3.3721	25.1129
Si	10.7245	15.7116	19.3558
Si	10.326	7.4003	22.4326
O	-3.9718	7.03	-9.269
O	-12.2217	-6.0832	-11.5323
O	0.6676	-1.736	-5.0342
O	-11.0219	-7.5337	-13.3181
O	4.5934	27.8169	-1.0487
O	-1.9472	2.4784	-10.5058
O	8.3576	13.6924	-1.6582
O	2.5607	3.4309	-7.1742
O	2.0589	3.8983	-0.5147
O	3.7591	-6.9017	-14.8374
O	-1.5803	-0.8252	-14.8991
O	12.1116	-5.7994	-11.8464
O	9.0317	3.044	-4.2917
O	3.9409	12.5939	-0.3623
O	13.8603	-2.7151	-1.3206
O	-10.9095	-5.6002	15.3438
O	-1.3917	5.0024	29.306
O	10.2903	1.2138	15.8935
O	3.4816	1.545	16.3172
O	11.8084	20.8391	16.289
O	4.4665	6.3813	16.3284
O	0.403	1.6465	20.6298
O	11.0828	16.8464	22.4859
O	13.5671	-2.7464	15.4822
O	6.1993	4.3996	16.173
O	6.8369	-4.195	20.1801
O	28.601	-11.2324	23.7205
O	10.4453	6.0597	18.3392
O	16.3071	5.2586	18.5529
O	19.9883	6.9503	16.2196
O	-14.3029	-18.301	25.5718
O	8.1468	2.7321	15.3956
O	9.7641	7.3112	26.3465
O	4.9389	13.9795	25.6255
O	12.8693	-6.841	22.3862
O	6.3719	-8.649	23.4914
O	15.4885	0.5437	22.6077
O	7.3409	-0.5233	18.8728
O	17.6286	10.1535	28.5477
O	9.1916	10.8859	20.6232
O	13.15	12.2676	23.0694
O	-7.4066	8.0011	26.3215
O	-0.796	0.6649	22.9562
O	18.0828	9.1154	21.1501
O	28.5572	0.7457	21.2807
O	5.7667	-0.556	26.1316
O	7.7243	8.7141	25.3698
O	-7.3365	-15.0988	28.5871
O	-3.9144	-1.7315	16.5111
O	24.3031	28.5352	21.625
O	0.2133	0.6747	18.2745
O	-1.7301	-3.4781	21.3205
O	0.0789	-10.2721	27.9254
O	-6.1858	0.9036	28.079
O	3.0417	-8.0412	27.3407
O	-4.9549	4.8091	23.921
O	7.1098	14.9558	20.267
O	-10.1118	-4.9337	30.3756
O	7.9921	-4.7563	24.8735
O	-16.3653	-2.7092	29.6726
O	0.2561	2.7119	24.0204
O	1.5146	3.2969	16.1343
O	-2.3795	8.0332	18.4327
O	-1.6367	7.0018	31.0248
O	0.2515	0.1624	30.5293
O	12.2472	-4.2475	27.0773
O	5.2079	-2.3735	24.4272
O	-1.7299	1.5811	25.3933
O	-1.207	7.8473	23.8268
O	11.492	-2.4217	22.1112
O	-8.683	-8.5878	18.5243
O	10.8293	2.6516	29.558
O	-7.3656	-5.602	26.3901
O	2.2556	1.3322	29.2762
O	2.8077	9.6637	22.0512
O	7.9499	5.4814	18.1391
O	-2.7107	4.705	22.6349
O	27.1327	10.8726	15.4402
O	0.4383	0.2799	25.26
O	10.4674	4.5707	32.1632
O	10.424	7.5276	28.7707
O	-3.7406	-9.4868	27.1336
O	2.6189	7.816	23.9003
O	-7.6535	-0.6773	24.5507
O	-3.2938	9.0724	30.7991
O	5.4333	10.6191	30.7067
O	6.5651	4.256	31.467
O	2.4458	0.2506	26.9432

Results
free energy: -56407.760 eV
free energy less fixed offsets of O -463.61, Si -117.95 eV per atom: -40.680 eV
pressure: 0.01 GPa
stress xx, yy, zz, yz, xz, xy (GPa, positive in tension): -0.72, 0.77, -0.08, -0.53, -0.63, -1.04

Forces (eV/angstrom), in the order of the atoms: element, x, y, z
Si	0.0121	-0.0739	0.1337
Si	0.04	-0.006	0.0219
Si	0.0374	-0.0136	0.0333
Si	-0.0202	0.0197	0.0367
Si	-0.0197	0.0069	0.1315
Si	-0.0019	-0.006	0.0995
Si	0.041	-0.0085	0.0285
Si	-0.0388	0.0232	0.0746
Si	-0.0325	-0.0288	0.0017
Si	0.0306	-0.0317	0.0336
Si	-0.0134	0.024	0.0917
Si	-0.0448	-0.026	-0.0296
Si	0.0156	0.0043	-0.009
Si	-0.0166	-0.0226	0.0156
Si	-0.0126	-0.0003	0.0059
Si	0.0311	0.0336	-0.0001
Si	-0.0125	0.0412	-0.0249
Si	-0.0068	-0.0207	-0.008
Si	-0.0095	0.0034	-0.0159
Si	-0.0037	-0.0352	-0.0094
Si	0.0027	-0.0056	-0.0002
Si	-0.0323	-0.0036	0.0063
Si	0.0018	0.0157	0.0126
Si	0.0175	-0.0141	-0.0217
Si	-0.0126	0.0234	-0.0186
Si	0.0247	0.0031	-0.0058
Si	0.0256	0.017	0.0114
Si	0.0009	-0.0009	0.0034
Si	-0.008	-0.0007	0.0055
Si	0.0072	0.0044	-0.0076
Si	0.012	0.0237	0.0207
Si	-0.0419	0.0201	0.0178
Si	-0.024	-0.0146	0.0058
Si	-0.0093	-0.0091	-0.0166
Si	0.023	-0.0042	-0.0027
Si	-0.0052	0.0093	0.0169
Si	0.0004	-0.0186	0.0017
Si	-0.0017	-0.0081	-0.0014
Si	0.0181	0.0218	0.0022
Si	-0.0049	0.0139	0.0105
Si	0.0084	-0.012	-0.0072
Si	0.0024	-0.0097	-0.0069
Si	-0.0031	-0.0018	0.0027
Si	0.0013	-0.0012	0.0011
Si	0.0009	0.0154	0.0065
Si	-0.0133	-0.0027	0.0028
Si	0.0029	-0.0075	-0.0019
Si	-0.0003	0.012	0.0021
Si	-0.01	0.0174	0.0003
Si	0.0108	-0.0042	-0.0004
Si	-0.0141	-0.0048	0.0007
Si	-0.0113	0.0034	0.0099
Si	0.0015	-0.0138	0.0052
Si	0.0022	-0.0074	0.0046
Si	-0.0069	-0.0045	-0.0024
Si	0.0051	-0.0064	0.0034
Si	0.0201	-0.009	0.0056
Si	-0.0092	0.0132	0.0043
Si	0.0035	-0.0013	-0.0069
Si	-0.0004	0.0008	-0.0046
Si	-0.0014	0.0212	-0.0067
Si	-0.0046	-0.011	-0.0118
Si	-0.0006	0.0064	-0.0126
Si	0.0214	-0.0047	-0.0093
Si	0.0006	0.0009	-0.0025
Si	-0.0061	0.0033	0.0176
Si	-0.0178	0.0062	-0.0011
Si	0.0119	-0.0056	-0.0004
Si	0.0012	-0.0221	0.0008
Si	0.0048	0.002	-0.0026
Si	-0.0062	-0.014	0.0032
Si	-0.012	0.001	0.0024
Si	0.0135	0.0015	-0.0011
Si	-0.0014	-0.0054	-0.0137
Si	0.0085	0.0007	-0.022
Si	-0.0014	0.007	-0.0202
Si	-0.0256	0.0042	-0.0089
Si	-0.002	-0.0032	-0.0189
Si	-0.0086	-0.0037	-0.0029
Si	0.0184	-0.0067	-0.0094
Si	-0.0367	0.0181	-0.0808
Si	-0.0081	-0.0022	-0.0086
Si	-0.0052	0.0106	0.0169
Si	0.0088	0.0131	0.004
Si	-0.0022	-0.0014	-0.0006
Si	-0.0062	-0.0091	0.0075
Si	-0.0179	-0.0057	-0.0004
Si	-0.003	-0.0165	0.0089
Si	-0.0055	0.0347	-0.0651
Si	0.0305	-0.0137	-0.0939
Si	0.0329	-0.0263	-0.1197
Si	-0.0179	0.0001	-0.1193
Si	0.0029	-0.0058	-0.0934
Si	-0.0109	-0.0132	-0.0087
Si	-0.0201	0.0335	-0.1347
Si	0.0333	-0.01	-0.1169
Si	0.0141	0.0049	-0.1424
Si	-0.0066	-0.0169	0.1329
Si	-0.0056	0.0293	0.1762
Si	0.0047	0.0378	-0.2062
Si	0.0009	-0.0145	0.1937
Si	0.0257	-0.0057	-0.1445
Si	-0.0207	0.0158	0.0209
Si	-0.0138	0.0002	-0.2092
Si	-0.0169	-0.0149	-0.2125
Si	0.0172	0.0058	0.0891
Si	-0.0335	-0.0514	-0.101
Si	-0.0133	-0.0103	-0.0047
Si	-0.0134	-0.0084	0.026
Si	-0.0176	-0.0068	-0.1067
Si	0.0612	0.0112	-0.1881
Si	0.0031	-0.0425	0.1152
Si	0.0166	-0.0047	0.1881
Si	0.037	-0.0009	-0.0675
Si	-0.0241	0.0128	0.1409
Si	-0.0463	-0.0179	0.149
Si	0.0031	-0.0306	-0.2296
Si	0.0349	-0.0126	0.172
Si	-0.0047	-0.0361	0.0641
Si	0.0455	-0.026	-0.1418
Si	-0.0084	-0.0107	0.2075
Si	0.0664	-0.013	0.1798
Si	0.0545	-0.0065	-0.0267
Si	0.0072	-0.0049	-0.0016
Si	-0.0013	0.0099	0.0913
Si	-0.0168	0.0264	0.1554
Si	-0.0071	-0.0228	0.18
Si	-0.0086	0.0116	0.175
Si	0.0037	-0.0004	-0.1235
Si	0.0381	0.001	0.0856
Si	-0.0134	-0.028	-0.1645
Si	-0.0456	0.0122	-0.0263
O	-0.0074	0.0075	0.0108
O	-0.0324	-0.0056	0.0838
O	0.0075	0.0074	-0.0487
O	-0.0272	0.014	0.0677
O	-0.0787	0.0101	-0.0836
O	-0.0165	0.003	0.0215
O	0.0305	0.0238	-0.1105
O	-0.0036	-0.0069	-0.0469
O	-0.0183	0.0141	-0.04
O	0.0061	0.005	0.0682
O	-0.0189	-0.0148	0.0652
O	0.0395	0.0318	0.0897
O	-0.0399	-0.0267	-0.1552
O	0.0095	-0.0207	-0.0436
O	0.0586	-0.0361	-0.1053
O	-0.0137	0.007	0.0529
O	-0.0231	-0.0028	-0.0701
O	0.0438	-0.0291	0.093
O	-0.0346	0.0181	0.0947
O	-0.0442	0.0365	0.114
O	0.0284	-0.0409	0.1238
O	-0.0394	-0.0133	0.1157
O	-0.0052	0.0018	0.0036
O	-0.011	0.0125	0.065
O	-0.0387	0.0413	0.1161
O	0.0071	0.0463	0.0831
O	-0.0165	0.0216	-0.0245
O	0.0164	-0.0333	0.0863
O	0.0453	0.0077	0.1508
O	-0.0103	-0.004	0.1638
O	-0.0406	0.0381	-0.0563
O	-0.0066	-0.0118	0.0511
O	-0.0573	-0.0047	-0.0851
O	0.0171	-0.0123	-0.0514
O	0.0196	0.0125	0.0069
O	-0.0263	-0.0333	-0.022
O	-0.0002	-0.0021	-0.0006
O	-0.0256	0.0409	0.1316
O	0.0082	0.0485	-0.1314
O	-0.0124	0.006	0.0274
O	0.0129	-0.0165	-0.0111
O	0.0115	0.0485	-0.0827
O	0.0029	0.0041	0.0082
O	-0.0075	-0.0188	0.0379
O	-0.0382	0.0288	0.0492
O	-0.0019	-0.0264	-0.1024
O	0.0067	0.0099	-0.0334
O	-0.0338	-0.0305	-0.1643
O	0.0416	-0.0057	0.1551
O	0.0103	0.0137	0.0177
O	-0.0215	0.0208	0.0937
O	0.0257	-0.0012	0.0341
O	0.0211	-0.022	-0.1048
O	0.0025	0.0134	-0.0565
O	0.0189	0.0612	-0.0886
O	0.0088	0.0057	-0.015
O	0.0255	-0.027	0.0814
O	-0.0041	-0.0044	-0.0794
O	-0.0118	-0.024	-0.0026
O	0.0132	0.009	-0.0654
O	0.0228	0.0189	-0.0156
O	0.0121	-0.0317	0.0827
O	-0.0132	-0.0022	0.1093
O	0.0772	-0.0427	-0.0878
O	-0.0018	0.1078	-0.1676
O	0.0169	-0.0165	-0.0607
O	-0.0061	0.0111	-0.031
O	0.0235	-0.0014	-0.0538
O	0.0104	-0.0007	-0.0245
O	0.0067	-0.0107	0.002
O	-0.0206	-0.0149	0.107
O	0.0107	-0.0118	-0.0433
O	0.0125	-0.0415	-0.0611
O	0.0079	-0.0045	-0.0856
O	0.0098	0.0136	0.0088
O	-0.0095	-0.0318	0.1176
O	-0.0085	0.0332	0.0548
O	-0.0064	-0.0048	0.057
O	-0.0187	0.0228	-0.0689
O	0.038	-0.0127	-0.0113
O	0.0133	0.0404	-0.1121
O	0.0281	0.0244	-0.0635
O	0.0096	0.0147	-0.0467
O	-0.0067	0.0295	-0.0159
O	-0.0604	0.0582	-0.0777
O	0.0352	-0.0397	-0.095
O	-0.0077	0.0209	-0.0426
O	0.0057	-0.0297	-0.0511
